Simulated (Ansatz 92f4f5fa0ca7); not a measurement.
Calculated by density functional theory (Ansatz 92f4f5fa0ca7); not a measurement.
Periodic cell of 251 atoms, Si165O86, from a study of silicon, its oxide and their interface. The atomic structure is a simulated model.
Doubt: the cutoff is far below the 930 eV that the study's wrapper takes by default for these files, so forces and energies are approximate.

Settings: functional PBE; potential files Ansatz PAW; basis plane waves; wave-function cutoff 580 eV; density cutoff ratio 5; exchange-correlation grid ratio 1; k mesh 1 x 1 x 1, Gamma-centred; self-consistency stop 5e-08 eV per atom in the density residual; occupations fixed; spin none; net charge 0.

Cell vectors (angstrom)
a  10.938  0  0
b  0  10.938  0
c  0  0  37.3811

Atoms: element, x, y, z (angstrom)
Si  0  0  0.683
Si  5.469  0  0.683
Si  2.7345  2.7345  0.683
Si  8.2035  2.7345  0.683
Si  0  5.469  0.683
Si  5.469  5.469  0.683
Si  2.7345  8.2035  0.683
Si  8.2035  8.2035  0.683
Si  1.3673  1.3673  2.0503
Si  6.8362  1.3673  2.0503
Si  4.1018  4.1018  2.0503
Si  9.5708  4.1018  2.0503
Si  1.3673  6.8362  2.0503
Si  6.8362  6.8362  2.0503
Si  4.1018  9.5708  2.0503
Si  9.5708  9.5708  2.0503
Si  2.7345  0  35.3296
Si  8.2035  0  35.3296
Si  0  2.7345  35.3296
Si  5.469  2.7345  35.3296
Si  2.7345  5.469  35.3296
Si  8.2035  5.469  35.3296
Si  0  8.2035  35.3296
Si  5.469  8.2035  35.3296
Si  4.1018  1.3673  36.6969
Si  9.5708  1.3673  36.6969
Si  1.3673  4.1018  36.6969
Si  6.8362  4.1018  36.6969
Si  4.1018  6.8362  36.6969
Si  9.5708  6.8362  36.6969
Si  1.3673  9.5708  36.6969
Si  6.8362  9.5708  36.6969
Si  4.6053  2.0595  29.1471
Si  7.4519  2.2029  22.7569
Si  5.3462  0.6727  24.3863
Si  9.3913  2.7568  26.9828
Si  -2.9344  0.1503  20.5003
Si  3.3592  0.8548  17.3215
Si  2.3551  3.9968  26.7013
Si  12.3384  10.7303  24.7333
Si  -3.7308  -3.9843  28.2744
Si  2.5951  -2.3974  26.6837
Si  4.3116  4.8547  25.5091
Si  13.8248  4.8636  20.207
Si  4.1386  6.9019  31.0916
Si  5.9485  11.9535  13.5194
Si  5.4235  8.5973  23.5067
Si  11.7319  13.0717  26.601
Si  0.3352  -4.9099  24.0475
Si  8.1893  0.1833  29.968
Si  -0.1714  0.4146  15.5949
Si  7.0156  4.2165  31.1024
Si  3.9432  1.2182  31.1981
Si  8.435  5.6201  29.8273
Si  0.8026  11.7677  28.6174
Si  5.8758  5.0359  27.3916
Si  3.8689  4.1525  28.5046
Si  9.5641  1.4005  31.3963
Si  1.4216  4.0249  31.3425
Si  2.6651  -0.1844  29.7456
Si  5.5753  8.1945  29.6236
Si  9.6891  6.9315  31.2723
Si  1.4651  9.5424  31.3359
Si  11.9855  5.4694  28.1225
Si  0.03  -0.0209  32.652
Si  5.4728  -0.0119  32.5344
Si  2.7836  2.6819  32.6497
Si  8.1876  2.808  32.6247
Si  0.0423  5.471  32.6319
Si  5.4814  5.4738  32.4597
Si  2.8359  8.1773  32.6282
Si  8.2049  8.2467  32.5684
Si  1.3781  1.362  33.999
Si  6.8174  1.3798  33.9379
Si  4.1505  4.1178  33.9338
Si  9.5795  4.1299  33.9864
Si  1.4041  6.8469  33.973
Si  6.8302  6.8284  33.9132
Si  4.142  9.593  33.9725
Si  9.5664  9.5718  33.9792
Si  2.704  -0.0252  3.4157
Si  8.2122  0.0213  3.4174
Si  -0.0581  2.7016  3.411
Si  5.5032  2.7704  3.4007
Si  2.7697  5.5179  3.3913
Si  8.1975  5.4639  3.4318
Si  0.0031  8.2287  3.4174
Si  5.4616  8.2138  3.4209
Si  4.1159  1.3761  4.6715
Si  9.5024  1.3804  4.8731
Si  1.3123  4.1633  4.6211
Si  6.8479  4.1069  4.8577
Si  4.0912  6.8885  4.8348
Si  9.5368  6.8921  4.7583
Si  1.3006  9.6119  4.8571
Si  6.8148  9.6241  4.7523
Si  -0.1219  0.0054  6.2925
Si  5.5047  0.1208  6.1057
Si  2.8517  4.4904  12.9923
Si  8.1511  2.7231  6.3307
Si  -0.4371  7.6824  8.783
Si  4.783  2.4168  8.864
Si  2.7113  8.2755  6.2265
Si  4.4042  4.4915  10.3346
Si  6.7995  -3.9962  7.6187
Si  3.9916  -1.0818  13.7896
Si  7.167  3.5898  13.1145
Si  7.5454  -0.542  9.0723
Si  -0.8606  1.5031  18.5616
Si  8.654  5.8998  8.7145
Si  5.686  8.712  8.8502
Si  15.0468  9.7662  7.4608
Si  7.9863  -0.3094  11.4651
Si  6.7021  1.3719  7.7844
Si  -1.2827  4.2017  7.4558
Si  1.2941  1.581  7.3525
Si  0.0258  5.5235  6.0294
Si  13.5948  2.7486  5.863
Si  1.9129  9.5296  15.6237
Si  2.008  11.0619  10.6112
Si  3.9829  4.0103  7.2811
Si  5.7573  -2.5374  18.0702
Si  4.2555  5.9329  17.5155
Si  11.4996  3.4164  8.6796
Si  8.1462  8.258  6.127
Si  13.557  5.4662  -7.4233
Si  1.3784  6.7996  7.5302
Si  9.3947  9.5089  7.7012
O  12.9109  -0.2868  23.202
O  38.5815  5.4244  10.1089
O  28.9833  4.9419  14.0313
O  2.9799  13.1669  16.5288
O  8.683  14.0812  23.2748
O  17.0251  16.6033  22.2412
O  12.7943  12.4754  11.4178
O  15.6714  36.9869  24.0061
O  -6.0025  33.4048  17.0417
O  -0.4168  5.4266  17.4847
O  -31.2241  15.1587  11.9689
O  11.7226  14.5644  15.9824
O  30.0677  -3.8489  21.7376
O  -6.5005  22.3156  13.3854
O  13.0156  3.5374  19.6775
O  8.2215  12.1202  21.7437
O  35.2055  40.8012  15.7106
O  13.2316  12.5762  21.4236
O  12.723  16.9502  20.6292
O  21.4878  4.6982  24.7008
Si  -1.048  19.7553  24.5527
Si  -1.7366  52.1153  21.5562
Si  16.1526  20.8081  20.715
Si  12.9191  12.8501  19.8449
Si  12.856  13.5757  15.3723
Si  22.4367  -2.541  10.847
Si  22.7146  24.6896  11.599
Si  3.2439  17.859  25.0099
Si  -3.5849  27.2863  10.6267
Si  18.0399  38.7712  17.6453
Si  -5.4721  38.3184  6.2066
Si  14.0085  11.456  22.3105
Si  -0.0941  26.8523  15.9546
Si  9.5349  23.4385  13.1505
Si  11.4573  18.6138  27.6884
Si  5.7573  43.3296  16.057
Si  -0.9353  15.1835  28.7174
Si  -23.6878  41.1735  27.3046
Si  18.5425  1.3886  28.0243
Si  8.9826  -6.6842  24.4361
Si  18.234  6.4809  22.9615
Si  6.8207  20.5222  31.1197
Si  -2.692  5.8418  14.7913
Si  3.5985  8.6409  11.2657
Si  -10.8709  30.2255  29.9411
Si  20.6023  15.6171  18.6546
Si  -12.012  10.0712  28.8021
Si  -7.9287  22.52  8.5601
Si  21.9383  2.6155  30.0344
Si  -19.428  15.9603  8.7419
Si  24.2182  17.3787  15.2414
Si  16.3104  22.4641  27.4824
Si  -10.7405  17.1645  20.9536
Si  4.1638  20.5041  28.2714
Si  8.828  29.5762  12.3827
Si  17.507  25.2013  28.9345
Si  27.0748  37.124  22.4378
O  -15.2041  40.4555  23.9272
O  -23.4362  41.8354  23.0316
O  24.2528  9.9216  25.7522
O  -24.4493  35.4136  13.5454
O  30.6159  30.7097  25.7187
O  -18.1714  38.3446  18.9829
O  32.1405  -10.0123  17.052
O  32.4862  -14.5104  24.6803
O  -37.5274  35.8802  22.0638
O  16.7921  2.6483  13.3858
O  4.2639  30.4741  12.7713
O  -19.1335  25.1803  14.1281
O  -2.8543  26.8708  18.4859
O  10.8151  24.3726  12.8556
O  19.0885  16.5175  24.0092
O  31.3463  37.6184  15.1072
O  -6.7546  33.9688  23.3335
O  4.7212  19.1467  10.1697
O  8.7406  18.0557  13.9032
O  6.7701  23.2446  23.9892
O  -1.6808  55.3702  11.7965
O  22.6257  38.9501  15.229
O  -12.0798  46.8386  18.5005
O  -6.1142  9.5109  15.1577
O  -7.642  32.1221  11.1834
O  -2.3428  9.5754  20.6646
O  -2.4612  25.4847  25.8427
O  17.447  42.3057  17.091
O  16.6331  48.915  17.3616
O  -0.0676  21.0035  24.8291
O  -5.4164  31.8681  24.3248
O  21.8746  24.8691  10.2125
O  -23.1706  11.4932  14.4298
O  26.448  29.4061  17.3561
O  15.0901  37.2557  11.983
O  52.5329  44.5145  19.2124
O  35.8938  12.0872  18.8982
O  24.7549  16.8844  13.7596
O  4.9492  -9.8834  25.9145
O  12.1815  45.0923  25.1988
O  -3.0517  17.6481  11.4786
O  1.1011  23.152  15.0357
O  -5.2881  19.7849  21.9044
O  0.5022  23.1996  19.4556
O  3.9207  26.2998  21.4118
O  -48.3158  0.0423  20.3806
O  -8.5345  20.9156  14.127
O  13.4868  32.3274  16.8325
O  29.2789  14.9844  11.5589
O  -4.0406  -3.6164  18.5334
O  -7.1262  21.444  21.2165
O  12.8652  28.0611  24.2765
O  -0.5124  18.7536  11.9671
O  -25.1197  17.3615  16.1977
O  0.2957  31.6547  15.6985
O  14.9565  18.7842  23.8423
O  -11.6554  27.0945  20.0697
O  33.4951  10.0626  10.7722
O  28.465  55.1862  14.968
O  -15.1521  22.2727  12.2223
O  14.1067  49.3125  16.3559
O  37.8077  20.0036  19.336
O  21.5122  18.7206  20.8336
O  -8.8041  18.8037  11.1075
O  21.8547  -5.1266  22.4932
O  -2.7497  9.1856  12.2066

Results
free energy: -153796.309 eV
free energy less fixed offsets of O -568.88, Si -635.61 eV per atom: 3.021 eV

Forces (eV/angstrom), in the order of the atoms: element, x, y, z
Si  0.0081  -0.0165  -0.0669
Si  -0.0442  0.0733  0.0406
Si  -0.0171  0.0194  0.0691
Si  -0.0325  0.08  -0.0572
Si  0.0134  -0.0148  0.0517
Si  -0.0422  -0.0148  -0.0591
Si  -0.0544  0.02  -0.071
Si  0.0627  0.0548  0.0443
Si  -0.2168  -0.0884  0.0476
Si  0.1621  0.135  -0.1081
Si  0.171  0.2187  -0.0937
Si  -0.241  -0.1044  -0.0647
Si  0.0845  0.286  -0.0935
Si  -0.0986  -0.0658  0.1104
Si  -0.216  -0.1558  -0.0628
Si  0.0527  0.1817  -0.0212
Si  0.0972  -0.0965  0.153
Si  -0.0938  0.2055  -0.0927
Si  -0.0056  0.023  0.1002
Si  0.0224  0.0957  -0.0061
Si  0.2575  -0.1222  -0.0706
Si  -0.1472  0.1688  -0.0197
Si  0.0625  -0.0283  0.0105
Si  0.1284  -0.1154  -0.0859
Si  -0.0507  0.0078  -0.0047
Si  -0.0214  0.057  0.0218
Si  0.0157  -0.0372  -0.0028
Si  0.0456  -0.0418  0.0028
Si  0.0115  -0.0244  0.0109
Si  -0.0355  0.0008  0.0098
Si  0.0578  -0.0168  0.0041
Si  0.0168  -0.0811  0.003
Si  0.197  0.2582  0.4042
Si  -0.1147  -0.0032  -0.1307
Si  0.0863  0.0331  -0.07
Si  -0.2586  0.0357  0.088
Si  -0.004  0.0289  0.1353
Si  0.0006  -0.0729  0.0307
Si  -0.1035  -0.2387  0.3647
Si  -0.0051  0.047  0.089
Si  -0.1606  -0.1491  0.2167
Si  -0.1863  0.3666  -0.038
Si  0.114  -0.2148  -0.433
Si  -0.0195  -0.0505  0.0406
Si  -0.0871  -0.0454  0.0597
Si  0.1708  0.089  -0.153
Si  0.147  0.0067  -0.1705
Si  0.5019  0.0509  -0.0976
Si  -0.1029  -0.1633  0.0379
Si  -0.1255  0.1638  -0.0768
Si  -0.0683  -0.029  0.0489
Si  0.1106  0.1596  -0.2273
Si  0.1615  0.0406  -0.2418
Si  0.0226  0.0565  0.2412
Si  0.0576  -0.1819  -0.0461
Si  -0.1988  0.1105  0.0939
Si  -0.4803  -0.0083  0.0414
Si  -0.0852  0.0424  0.0479
Si  -0.0283  -0.0084  0.1285
Si  -0.1344  0.1575  -0.0728
Si  0.0362  -0.002  -0.0507
Si  0.0316  0.02  -0.1548
Si  -0.185  -0.1239  -0.1534
Si  0.3025  0.0427  -0.2256
Si  0.0586  0.0208  -0.0541
Si  -0.0255  -0.0362  -0.0656
Si  -0.0425  0.0784  -0.0068
Si  0.0177  -0.0608  0.0169
Si  -0.0824  -0.0805  -0.1331
Si  -0.0049  -0.0505  -0.0848
Si  0.0495  0.0851  -0.0312
Si  -0.0166  -0.0349  -0.0538
Si  -0.0018  0.0228  -0.0327
Si  0.0296  0.0307  -0.0263
Si  -0.0194  -0.0815  -0.0115
Si  -0.0305  0.1055  -0.0078
Si  0.0117  -0.0523  -0.0169
Si  0.042  0.0817  -0.0216
Si  -0.0151  -0.0442  0.0515
Si  -0.0046  -0.0776  -0.049
Si  0.1143  -0.012  -0.0038
Si  -0.0542  -0.0132  -0.0344
Si  0.0444  0.0789  -0.0193
Si  -0.0437  -0.0338  0.0226
Si  -0.0984  -0.0162  0.0023
Si  0.0922  -0.0425  0.0047
Si  -0.0335  -0.0154  0.0293
Si  -0.0183  0.054  0.0134
Si  -0.069  0.0001  0.0561
Si  -0.0315  -0.0759  0.0424
Si  0.0963  -0.013  -0.0249
Si  -0.0639  0.0779  0.1054
Si  -0.0068  -0.0417  0.0639
Si  0.0264  0.0383  0.0497
Si  -0.0179  -0.0602  0.1076
Si  0.1122  0.0386  0.0861
Si  -0.0621  -0.0393  0.1473
Si  -0.0567  -0.0371  -0.0378
Si  0.0675  -0.0736  -0.0227
Si  0.0843  0.0117  0.1416
Si  -0.0728  -0.0892  0.1779
Si  -0.318  0.2431  -0.1467
Si  0.1176  0.0212  0.0505
Si  -0.36  -0.5784  -0.2431
Si  0.1532  0.1267  -0.4282
Si  -0.0055  0.046  -0.0356
Si  -0.0504  0.137  0.0645
Si  0.0832  -0.04  0.0922
Si  0.0331  -0.0224  0.0696
Si  0.0616  0.1805  0.1122
Si  -0.1987  -0.1108  0.0866
Si  -0.1538  0.0542  -0.1359
Si  -0.1139  0.1373  -0.3027
Si  -0.048  -0.1452  0.0358
Si  -0.092  0.1316  -0.0326
Si  0.0806  0.0938  -0.1434
Si  0.1607  0.0197  -0.1065
Si  -0.0419  0.1243  -0.1396
Si  -0.0532  0.2375  0.0767
Si  0.2277  0.1732  -0.5517
Si  0.0292  -0.0672  -0.077
Si  0.0352  0.0226  0.1104
Si  -0.0223  -0.0912  0.0754
Si  -0.0852  -0.2105  0.0979
Si  -0.2448  -0.0725  0.0912
Si  -0.0674  -0.1293  -0.1668
Si  -0.2144  -0.1215  0.0012
Si  0.0317  0.0555  -0.0802
O  -0.0982  -0.1318  0.176
O  -0.1249  0.1524  0.151
O  0.0351  -0.0266  -0.0143
O  -0.0274  0.0188  -0.073
O  0.1419  0.0697  0.0862
O  0.0198  0.0656  0.0562
O  -0.1293  0.1566  0.2088
O  -0.1424  0.1825  0.3277
O  0.0185  0.0134  -0.0016
O  0.0074  -0.0201  0.0224
O  -0.0337  0.0535  0.064
O  0.0127  -0.0769  -0.0032
O  -0.0023  -0.0276  0.1007
O  -0.0743  -0.0804  0.0741
O  -0.0135  -0.0018  -0.0228
O  -0.0186  -0.0148  0.0492
O  0.0398  -0.1008  -0.0158
O  0.0208  -0.055  0.0813
O  -0.0086  0.0192  0.0229
O  0.1089  0.0027  -0.0331
Si  -0.2887  0.031  -0.0174
Si  -0.0462  0.0006  -0.2225
Si  0.108  0.0487  -0.0756
Si  -0.003  0.0064  0.0174
Si  -0.0036  0.0711  0.0319
Si  -0.2514  -0.1879  -0.5634
Si  0.0506  -0.1885  -0.1359
Si  0.2839  -0.0218  -0.1046
Si  0.4354  -0.139  -0.2213
Si  0.1307  -0.0935  -0.0882
Si  -0.0263  0.0172  0.1583
Si  0.1251  0.1252  -0.1828
Si  -0.0867  0.0619  0.0596
Si  -0.3075  -0.1875  -0.0678
Si  -0.1447  -0.0176  0.4532
Si  -0.0781  0.0134  -0.0332
Si  -0.0323  0.0084  -0.2226
Si  -0.0149  0.5095  -0.2728
Si  0.2174  0.5016  0.4089
Si  -0.1001  -0.158  -0.1015
Si  -0.1709  -0.077  -0.1987
Si  0.0647  -0.1029  0.095
Si  -0.0697  -0.1114  -0.0034
Si  0.0782  0.308  0.1007
Si  -0.0251  -0.0609  -0.1317
Si  0.0826  0.0451  -0.0244
Si  0.2573  0.0163  0.0243
Si  0.204  0.0596  0.2229
Si  0.0168  -0.1377  0.1914
Si  0.314  -0.1729  0.0305
Si  -0.0511  -0.151  0.0224
Si  -0.1505  0.0941  -0.5759
Si  0.0226  0.0952  -0.2312
Si  -0.0492  -0.3232  0.201
Si  0.019  0.0705  -0.0698
Si  -0.006  -0.3747  0.0577
Si  0.1603  0.0066  -0.1435
O  -0.0494  -0.0305  0.08
O  0.0699  0.0115  0.1682
O  0.0986  -0.0684  0.044
O  0.0598  -0.0396  0.0332
O  0.1668  -0.1908  0.2619
O  -0.0051  0.023  -0.0412
O  -0.0407  -0.0359  -0.0324
O  0.204  -0.0251  -0.0818
O  0.0021  0.0237  0.003
O  0.0155  -0.0765  -0.0031
O  -0.0129  -0.236  -0.1194
O  -0.003  -0.0015  -0.0479
O  -0.038  -0.0087  0.0278
O  0.1232  0.0945  0.0641
O  -0.0172  0.0812  0.0793
O  0.0111  -0.0117  -0.0504
O  -0.0528  0.0303  0.0294
O  0.2372  -0.0967  -0.0767
O  -0.0076  0.0943  -0.0773
O  -0.0163  -0.0465  0.0689
O  0.0498  0.0671  0.0849
O  0.083  0.0681  -0.0572
O  -0.0659  0.0136  -0.024
O  -0.0598  -0.0163  -0.0532
O  0.0471  -0.1413  0.2409
O  0.0545  -0.0366  0.0274
O  0.1982  -0.1051  0.0739
O  -0.0163  -0.0002  -0.021
O  -0.0416  0.0023  0.0031
O  -0.0077  -0.0667  0.043
O  -0.0434  -0.0833  0.0349
O  0.1782  0.201  -0.0087
O  0.0897  0.0473  0.046
O  0.0105  0.0694  -0.0408
O  -0.0447  0.1142  0.1114
O  0.019  0.0138  -0.1185
O  -0.017  0.0205  0.0231
O  -0.0581  0.0493  -0.0233
O  -0.0001  0.0102  0.3928
O  -0.0323  0.0119  -0.0703
O  -0.1445  0.1144  0.1893
O  0.0843  -0.0267  -0.0408
O  -0.0251  -0.0117  0.1301
O  0.0021  -0.0046  -0.0066
O  -0.0412  0.036  0.038
O  -0.0627  -0.0467  -0.004
O  0.0506  -0.0773  -0.022
O  -0.0177  -0.0695  -0.0196
O  0.02  0.0334  -0.0217
O  -0.0583  0.0026  -0.0206
O  -0.0636  0.0058  0.0717
O  0.2571  0.073  -0.0148
O  0.1084  0.0729  0.171
O  0.0082  0.0471  -0.041
O  0.07  0.0179  0.0136
O  -0.3571  -0.2038  0.1044
O  0.0118  0.0132  0.1156
O  0.1196  -0.0187  0.1095
O  -0.0394  -0.0622  0.0344
O  -0.1297  0.0805  0.0662
O  0.0649  0.068  -0.005
O  -0.0125  -0.0263  -0.0708
O  0.0284  -0.0758  0.0734
O  0.0908  -0.0473  0.0857
O  0.0051  -0.0364  0.1663
O  0.0824  -0.2496  0.0829

The program warned: the cutoff lies below the one the program advises for these potential files; the exchange-correlation potential is rough where the density is thin.
